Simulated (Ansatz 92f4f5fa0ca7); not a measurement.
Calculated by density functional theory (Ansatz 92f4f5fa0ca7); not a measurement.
Periodic cell of 221 atoms, Si132O88H1, from a study of silicon, its oxide and their interface. The atomic structure is a simulated model.
Doubt: the cutoff is far below the 930 eV that the study's wrapper takes by default for these files, so forces and energies are approximate.
This geometry differs little from another in the collection (a relaxation step or a small displacement).

Settings: functional PBE; potential files Ansatz PAW; basis plane waves; wave-function cutoff 580 eV; density cutoff ratio 5; exchange-correlation grid ratio 1; k mesh 1 x 1 x 1, Gamma-centred; self-consistency stop 5e-08 eV per atom in the density residual; occupations fixed; spin none; net charge +1 e, with a uniform compensating background and no finite-size correction.

Cell vectors (angstrom)
a, 10.938, 0, 0
b, 0, 10.938, 0
c, 0, 0, 32.1781

Atoms and the computed forces on them: element, x, y, z (angstrom), force x, y, z (eV/angstrom)
Si, 0.1866, -0.1346, 24.5163, -0.001, 0.0014, -0.002
Si, 5.5888, -0.3108, 24.7794, 0.0013, -0.0003, 0.0004
Si, 2.514, 3.0478, 24.504, -0.0001, -0.0005, -0.0016
Si, 8.0798, 2.9718, 25.0745, -0.0005, 0.0003, 0.0002
Si, 0.0396, 5.1265, 24.6907, 0.0001, 0.0002, 0.0009
Si, 5.8201, 5.146, 24.6688, 0.0014, -0.001, -0.0007
Si, 2.4422, 8.5129, 24.621, 0.0002, 0.0002, -0.0005
Si, 7.9882, 8.5945, 24.812, -0.0007, 0.002, 0.0002
Si, 1.3987, 1.4096, 25.8697, -0.0003, -0.0005, -0.0009
Si, 6.7499, 1.3307, 26.0583, 0.0003, -0.0001, -0.0002
Si, 4.0678, 4.1602, 25.9382, 0.0013, -0.0005, -0.0002
Si, 9.6147, 4.1326, 26.3294, -0.0002, 0.0002, -0.0009
Si, 1.2678, 6.8469, 25.8602, -0.0001, -0.0006, -0.0008
Si, 6.8551, 6.8564, 25.9722, 0.0001, -0.0001, -0.0006
Si, 4.0273, 9.5063, 26.0991, 0.0013, -0.0011, -0.0004
Si, 9.5864, 9.7313, 26.0517, -0.001, 0.0009, -0.0008
Si, 2.7147, 0.0484, 27.3691, 0, 0.0001, 0
Si, 8.1801, 0.0589, 27.4337, -0.001, -0.0009, -0.0011
Si, 0.067, 2.6569, 27.4336, 0.0001, 0.0006, -0.0001
Si, 5.3962, 2.7566, 27.3735, 0.0009, 0.0007, -0.0011
Si, 2.6964, 5.5367, 27.321, -0.0005, 0.0006, 0
Si, 8.1779, 5.5539, 27.4602, -0.0007, -0.0007, -0.0005
Si, -0.0319, 8.2163, 27.3457, 0.0004, -0.0004, 0
Si, 5.4559, 8.1575, 27.398, -0.0001, 0.001, -0.001
Si, 4.1018, 1.3673, 28.7599, -0.2298, 0.1284, 0.0799
Si, 9.5708, 1.3673, 28.7599, 0.1068, 0.0278, 0.4622
Si, 1.3673, 4.1018, 28.7599, 0.3535, 0.0599, -0.1852
Si, 6.8362, 4.1018, 28.7599, -0.2711, 0.038, -0.1299
Si, 4.1018, 6.8362, 28.7599, -0.2057, -0.1973, 0.0487
Si, 9.5708, 6.8362, 28.7599, 0.0923, 0.5831, 0.3618
Si, 1.3673, 9.5708, 28.7599, -0.0964, 0.0602, -0.3612
Si, 6.8362, 9.5708, 28.7599, -0.0247, -0.1755, -0.0772
Si, 0, 0, 30.1271, -0.1294, -0.1169, 0.0297
Si, 5.469, 0, 30.1271, -0.0049, -0.0151, -0.0559
Si, 2.7345, 2.7345, 30.1271, 0.1213, 0.0789, 0.0296
Si, 8.2035, 2.7345, 30.1271, 0.1189, 0.0332, -0.0312
Si, 0, 5.469, 30.1271, -0.0152, -0.0071, -0.0625
Si, 5.469, 5.469, 30.1271, -0.0922, -0.1362, 0.0212
Si, 2.7345, 8.2035, 30.1271, 0.0424, 0.0274, -0.0507
Si, 8.2035, 8.2035, 30.1271, 0.1233, 0.0388, 0.0516
Si, 1.3673, 1.3673, 31.4944, -0.0194, 0.0476, -0.0506
Si, 6.8362, 1.3673, 31.4944, -0.0198, -0.0238, -0.0323
Si, 4.1018, 4.1018, 31.4944, -0.0152, -0.0417, 0.0188
Si, 9.5708, 4.1018, 31.4944, -0.0473, 0.0375, -0.0024
Si, 1.3673, 6.8362, 31.4944, 0.012, 0.0069, -0.0341
Si, 6.8362, 6.8362, 31.4944, 0.0005, 0.0405, -0.0429
Si, 4.1018, 9.5708, 31.4944, -0.0163, 0.0045, -0.0057
Si, 9.5708, 9.5708, 31.4944, -0.0344, 0.0289, 0.0187
Si, 2.7345, 0, 0.6835, -0.0156, 0.0054, 0.0271
Si, 8.2035, 0, 0.6835, 0.0554, 0.017, 0.0099
Si, 0, 2.7345, 0.6835, -0.0129, -0.0394, 0.026
Si, 5.469, 2.7345, 0.6835, 0.0541, -0.0204, 0.0038
Si, 2.7345, 5.469, 0.6835, 0.0044, -0.0098, 0.0001
Si, 8.2035, 5.469, 0.6835, 0.0176, -0.0373, 0.0342
Si, 0, 8.2035, 0.6835, -0.0141, -0.0226, -0.0017
Si, 5.469, 8.2035, 0.6835, 0.0258, -0.0165, 0.0285
Si, 4.1018, 1.3673, 2.0507, 0.0311, 0.0934, 0.0333
Si, 9.5708, 1.3673, 2.0507, -0.0714, -0.0496, -0.0114
Si, 1.3673, 4.1018, 2.0507, 0.0811, 0.0441, -0.0117
Si, 6.8362, 4.1018, 2.0507, -0.0821, -0.0652, 0.0146
Si, 4.1018, 6.8362, 2.0507, -0.1105, -0.0422, 0.0191
Si, 9.5708, 6.8362, 2.0507, 0.0311, 0.084, 0.0287
Si, 1.3673, 9.5708, 2.0507, -0.0619, -0.0311, 0.0171
Si, 6.8362, 9.5708, 2.0507, -0.0419, 0.0049, -0.0037
Si, 0, 0, 3.418, -0.3229, -0.143, -0.3211
Si, 5.469, 0, 3.418, 0.3011, -0.0748, 0.1023
Si, 2.7345, 2.7345, 3.418, 0.3284, 0.5256, -0.259
Si, 8.2035, 2.7345, 3.418, 0.0034, -0.0631, 0.1314
Si, 0, 5.469, 3.418, 0.1731, -0.0036, 0.2494
Si, 5.469, 5.469, 3.418, -0.1057, -0.4288, 0.0239
Si, 2.7345, 8.2035, 3.418, -0.0677, -0.2184, -0.1418
Si, 8.2035, 8.2035, 3.418, 0.0606, -0.014, 0.0232
Si, 1.3625, 1.3892, 4.6726, -0.0035, -0.0033, 0.0045
Si, 6.8633, 1.3403, 4.8238, 0.0002, 0.003, 0.0036
Si, 4.1297, 4.074, 4.8635, 0.0004, -0.001, 0.0076
Si, 9.5796, 4.0898, 4.7915, -0.0008, 0.0017, -0.0026
Si, 1.3909, 6.8398, 4.8288, 0.0006, 0.0011, 0.002
Si, 6.8861, 6.7469, 4.7599, -0.002, -0.0003, 0.0012
Si, 4.1259, 9.518, 4.7477, 0.0015, -0.0008, -0.0027
Si, 9.5613, 9.5683, 4.8025, -0.0001, 0.002, 0.0072
Si, 2.6639, -0.0548, 5.9355, -0.0009, 0.0042, 0.0077
Si, 8.2036, -0.012, 6.2436, 0.0022, -0.0002, 0.0001
Si, 0.0304, 2.6993, 6.0824, 0.0069, 0.0021, 0.0074
Si, 5.4608, 2.5782, 6.2581, -0.0041, -0.0023, 0.0001
Si, 2.7403, 5.5058, 6.2879, -0.0016, -0.0025, -0.0003
Si, 8.1874, 5.3633, 6.2151, -0.0008, -0.0024, 0.0031
Si, -0.0408, 8.1511, 6.1697, 0.0008, 0.0009, -0.0018
Si, 5.4873, 8.105, 6.0876, 0.0005, -0.0007, 0.0043
Si, 3.7161, 1.37, 7.4398, -0.0008, 0.0318, -0.002
Si, 9.9077, 1.128, 7.4475, -0.0068, -0.0047, -0.0022
Si, 1.626, 3.7814, 7.438, 0.0018, -0.0056, 0.0026
Si, 6.6574, 4.1234, 7.5728, -0.0008, 0.0042, -0.0103
Si, 4.5222, 6.5095, 7.567, 0.0109, 0.0065, -0.0053
Si, 9.2861, 7.0305, 7.4704, -0.0024, 0.0017, 0.0003
Si, 1.1569, 9.8, 7.3155, -0.0041, -0.0033, -0.0029
Si, 7.0074, 9.2385, 7.4116, -0.0001, -0.0011, -0.0054
O, 1.2517, 4.1002, 24.0982, 0.0002, 0.0007, 0.0006
O, 6.7798, 9.5931, 24.2417, -0.0002, -0.0018, -0.0005
O, 2.9284, 2.7958, 7.5258, -0.0006, -0.0234, 0.0003
O, 8.1629, 8.1741, 7.901, -0.0007, -0.0005, 0.0014
O, 5.5808, 5.3375, 8.0275, -0.0085, -0.0006, 0.0042
O, 0.0829, -0.0154, 7.9254, 0.007, 0.0049, -0.0007
O, 5.352, 5.5243, 23.1355, 0.0001, 0.0001, 0.0011
O, 10.5189, 0.4946, 23.0749, 0.0008, -0.0006, 0.0009
O, 2.194, 9.3771, 8.5568, -0.0009, -0.0003, -0.0022
O, 1.2365, 3.903, 9.0311, 0.0083, -0.0016, -0.0073
O, 9.4851, 1.9879, 8.7706, 0.0014, 0.0005, 0.0005
O, 7.6097, 9.9536, 12.0584, 0.0001, -0.0005, -0.0013
O, 3.5099, 0.7653, 8.9999, -0.0028, -0.0008, 0.0028
O, 4.3578, 7.3328, 9.3775, 0.0002, -0.003, -0.0074
O, 7.2547, 3.3754, 8.9238, 0.0023, -0.0019, 0.0078
O, 9.8568, 6.497, 8.9237, 0.0005, 0.0005, 0.0009
O, 3.3417, 2.4583, 23.1621, -0.0005, 0.0004, 0.0008
O, 4.659, 0.1796, 23.5134, -0.0001, 0.0003, 0.0001
O, 9.2046, 2.4898, 23.9917, 0.0007, -0.0007, -0.0001
O, 9.8222, 5.5778, 23.559, 0.0003, -0.0002, -0.0001
O, 19.8881, 8.1261, 23.5577, -0.0002, -0.0004, 0.0004
O, 3.2864, 7.9721, 23.3111, 0.0001, -0.0002, 0.0002
O, 6.9876, 4.0066, 24.3962, -0.0005, 0.0011, -0.0008
O, 1.3139, 9.6403, 24.1153, 0.0006, -0.0002, 0.0017
Si, 3.8414, 6.3957, 10.7863, 0.0009, -0.0075, 0.0029
Si, 9.1129, 4.2673, 14.6418, -0.0018, -0.0004, 0.0001
Si, 7.4381, 8.3336, 11.9566, 0.0003, 0.0017, 0.0021
Si, 4.2085, 1.2745, 22.3909, 0.0003, -0.0003, -0.0008
Si, 17.1343, 3.8343, 14.2666, -0.0017, -0.0002, -0.0035
Si, 2.74, -0.4514, 20.1585, 0.0003, 0.0001, -0.0005
Si, 7.1799, 4.155, 19.4802, 0.0001, -0.0003, -0.0013
Si, 14.0134, 6.6358, 16.4836, 0.0002, -0.0004, -0.0006
Si, 1.9318, 4.192, 10.4793, -0.0018, -0.0039, -0.0016
Si, 5.6992, 16.2002, 16.7734, 0.0003, -0.0013, -0.0014
Si, 3.7757, 9.7493, 17.2922, 0.0002, -0.0005, -0.0008
Si, 10.2484, 4.4533, 11.7125, 0.003, -0.0006, 0.0023
Si, 10.915, 6.5165, 16.0805, -0.0002, -0.0003, 0.0003
Si, 7.982, 1.6099, 14.5397, -0.0018, 0.0011, -0.0008
Si, 2.7957, 10.3927, 9.7018, 0.0007, 0.0047, -0.0007
Si, 9.122, 6.7813, 22.6586, 0.0002, 0.0001, -0.0012
Si, 11.1859, -1.1428, 11.2223, -0.0003, 0.0002, 0.0021
Si, 3.5888, -3.273, 13.7596, 0, 0.0012, 0.0038
Si, 5.2215, 8.7584, 9.9215, 0.0069, 0.0051, -0.0007
Si, 9.5706, 1.7665, 22.598, -0.0002, -0.0006, -0.0004
Si, 11.9325, -0.4276, 16.6159, 0.0001, -0.0002, -0.0002
Si, 8.4275, 2.6418, 9.8207, 0.0027, -0.007, 0.0007
Si, -0.4263, 8.24, 18.4189, -0.0001, -0.0003, -0.0009
Si, 11.7539, -2.0345, 14.1746, -0.0002, -0.0003, 0.0013
Si, 4.7223, 3.8199, 11.6034, -0.0026, 0.0007, 0.0015
Si, 6.0206, 6.082, 21.7481, 0.0003, -0.0002, -0.0007
Si, 6.4768, 7.7295, 14.7503, 0.0004, 0, 0.0007
Si, 11.5412, 6.516, 20.7029, -0.0002, -0.0003, -0.0012
Si, 11.0981, 1.0836, 18.8604, 0, 0.0002, -0.0007
Si, 14.2245, 7.6893, 21.6953, 0.0001, 0.0002, -0.0009
Si, 6.9638, 1.3662, 20.8067, 0.0003, 0.0005, -0.0006
Si, 9.9726, 7.1962, 10.3997, -0.0007, -0.0009, -0.0006
Si, -0.6423, 3.6855, 20.2025, -0.0001, -0.0001, -0.0006
Si, 8.4529, -0.6125, 19.1482, -0.0004, 0, -0.0013
Si, 6.8421, 10.2177, 16.4022, 0.0007, -0.0001, -0.0012
Si, 8.5628, 0.3264, 11.8182, -0.0007, 0.0011, 0.0011
O, 13.3719, 8.7931, 13.9421, 0.0003, -0.0002, -0.0004
O, 7.731, -0.7615, 17.7275, 0.0006, -0.0001, 0.0004
O, 6.0286, 8.1107, 11.1442, -0.0016, -0.0012, -0.0014
O, 1.615, 10.611, 10.8083, 0.0001, -0.0007, -0.0003
O, 4.9995, -5.6677, 10.8625, 0.0008, 0.0061, -0.0002
O, 9.9976, 7.201, 17.2566, 0.0004, 0, 0.0002
O, 6.2558, 4.9514, 20.5849, 0.0001, 0.0001, 0.0001
O, 6.6466, 13.2561, 13.9203, 0.001, -0.0009, 0.0002
O, 3.5876, 7.1773, 12.1819, -0.0008, -0.0008, -0.0039
O, 2.4153, 5.7699, 10.3283, 0.0008, 0.0013, -0.0009
O, 7.5778, 4.7599, 14.2546, 0.0014, 0.0005, 0.0001
O, 11.4252, -1.5988, 17.6336, 0.0003, 0.0004, -0.0001
O, 9.8968, 4.1638, 13.2406, 0.0015, 0.0003, -0.0008
O, 0.6191, 7.4534, 19.3773, 0.0001, 0.0002, 0.0001
O, 6.9582, 2.5265, 19.6298, 0.0001, -0.0001, 0
O, 12.4317, 6.2042, 16.6929, 0.0002, -0.0002, 0.0005
O, 17.225, 6.5312, 15.862, 0.0002, 0.0005, -0.0003
O, 13.0255, 6.5956, 21.3984, 0.0001, -0.0002, 0.0005
O, 3.2808, 0.6435, 21.2261, -0.0004, -0.0004, -0.0004
O, 0.7864, 3.8063, 11.5407, -0.0016, 0, -0.0001
O, 7.2196, -0.1347, 20.1438, 0.0004, -0.0004, 0.0003
O, 8.1596, 1.3913, 21.9075, -0.0002, -0.0002, -0.0003
O, -1.6661, 8.8918, 19.291, 0.0001, 0.0004, 0.0003
O, 2.7795, 9.0413, 20.9225, 0, 0, 0.0003
O, 12.2319, 0.2027, 19.6859, 0, 0, 0.0004
O, 6.0917, 9.528, 8.7988, -0.0018, -0.002, 0.0037
O, 8.5541, 7.7283, 10.9673, 0, 0.0006, -0.001
O, 8.8195, 0.953, 13.2997, 0.0003, -0.0003, -0.0002
O, 7.3887, 11.5145, 15.6128, 0, -0.0004, 0.0004
O, 5.6856, 2.6024, 11.1797, -0.1643, -0.3164, -0.4219
O, 2.6181, -0.3553, 16.5047, -0.0001, -0.0002, -0.0001
O, 3.2206, 14.3219, 11.0882, -0.0058, 0.0022, 0.0014
O, -6.7718, 5.659, 17.2415, 0.0001, -0.0001, -0.0001
O, 11.1255, 7.5271, 14.796, 0.0002, 0.0005, -0.0008
O, 4.0328, 9.6784, 10.4969, -0.0007, -0.0012, 0.0003
O, 3.4384, 8.1505, 17.0331, 0.0001, -0.0002, 0
O, 10.0169, 5.2216, 15.6132, 0.0005, -0.0001, 0.0007
O, 10.2903, 2.8402, 21.6105, 0.0001, 0.0006, -0.0003
O, 5.0312, 15.128, 13.1688, -0.0033, 0.005, 0.0045
O, 4.8263, 7.1679, 21.2741, -0.0001, 0.0002, 0
O, 11.0295, 2.6874, 19.1344, 0.0003, -0.0002, 0
O, 8.9341, 2.7497, 15.261, 0.0009, -0.0003, 0.0005
O, 3.7037, -0.7174, 18.8567, 0.0002, -0.0001, 0
O, 5.5905, 1.6919, 21.6278, 0.0002, 0, 0.0002
O, 5.2404, 10.184, 16.719, -0.0002, -0.0001, 0.0005
O, 7.9131, 1.4005, 10.764, 0.0021, 0.0026, -0.0002
O, 9.6032, 0.5392, 19.2469, 0.0002, -0.0003, -0.0003
O, 17.6141, 4.7893, 18.0235, 0.0001, -0.0003, -0.0004
O, 7.5912, 6.5324, 22.0793, 0.0001, -0.0002, 0.0004
O, -5.895, -2.6669, 14.1546, -0.0002, 0.0002, -0.0008
O, 7.3731, -3.4261, 13.3687, 0, 0, -0.0006
O, 11.3819, -0.7541, 15.1175, -0.0001, -0.0001, -0.0004
O, 10.2568, 7.0936, 21.5417, 0.0006, 0, -0.0001
O, 9.1383, 3.7995, 10.7151, -0.003, 0.0002, -0.001
O, 8.8165, -6.648, 19.733, 0.0001, -0.0001, -0.0002
O, 0.426, 11.8985, 17.2417, 0.0003, -0.0003, -0.0003
O, 16.5018, 3.9841, 15.7593, -0.0001, 0.0005, -0.0005
O, 11.1122, -1.7422, 12.7249, 0.0001, 0, -0.001
O, 11.2914, 4.9511, 20.3637, 0.0003, 0.0002, 0.0001
O, 0.0502, 8.4753, 10.2617, 0.0011, -0.0002, -0.0003
O, 10.4555, 6.0471, 11.4317, -0.0002, -0.0003, -0.0006
O, 9.9632, -0.0902, 11.0987, 0.0005, -0.0007, -0.0012
O, 14.2347, 6.4785, 14.8444, -0.0002, -0.0003, -0.0008
O, 7.2398, 8.9242, 15.513, -0.0002, -0.0002, -0.0005
H, 5.357, 2.0204, 10.4626, 0.1545, 0.2984, 0.4136

Results
free energy: -133979.690 eV
free energy less fixed offsets of H -15.97, O -568.88, Si -635.61 eV per atom: -1.760 eV

The program warned: the cutoff lies below the one the program advises for these potential files; the forces do not sum to zero within the program's tolerance; the exchange-correlation potential is rough where the density is thin.
